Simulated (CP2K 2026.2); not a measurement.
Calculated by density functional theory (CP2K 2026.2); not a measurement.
Periodic cell of 518 atoms, Si360O158, from a study of silicon, its oxide and their interface. The atomic structure is a simulated model.
Doubt: the forces sum to 0.84 eV/angstrom along one axis rather than to zero, so they err by at least 0.0016 eV/angstrom per atom on average; the grid cutoff is modest.

Settings
functional: PBE
method: Gaussian and plane waves
basis set: DZVP-MOLOPT-SR-GTH
pseudopotentials: GTH-PBE
grid cutoff: 350 Ry, relative cutoff 50 Ry
k points: Gamma only
occupations: fixed
spin: none
net charge: 0

Cell vectors (angstrom)
a 16.32 0 0
b 0 16.32 0
c 5.1703 4.3653 34.7145

Atoms and the computed forces on them: element, x, y, z (angstrom), force x, y, z (eV/angstrom)
Si 14.439 5.819 25.613 0.075 0.107 -0.086
Si 7.04 6.169 34.43 0.224 0.323 0.595
Si 10.199 8.493 31.369 -0.012 0.03 -0.078
Si 0.394 6.935 0.211 -0.035 0.304 0.456
Si 15.371 8.956 0.209 0.02 0.005 -0.095
Si 7.112 16.258 34.588 0.087 -0.047 -0.012
Si 6.33 16.724 32.393 0.203 0.022 0.598
Si 4.93 14.758 0.149 -0.004 -0.041 -0.027
Si 5.31 7.709 32.236 0.296 0.625 -0.165
Si 11.731 9.76 33.711 -0.098 0.001 0.07
Si 8.955 14.601 34.425 -0.032 0.694 0.318
Si 6.577 12.966 0.154 -0.068 0.045 0.019
Si 10.506 16.086 1.285 0.148 0 0.692
Si 16.831 5.057 33.188 -0.166 -0.015 0.21
Si 14.6 6.747 32.157 -0.093 -0.03 -0.004
Si 17.226 11.622 34.018 0.133 0.061 0.036
Si 15.467 16.672 32.249 -0.132 0.015 0.145
Si 18.016 18.454 32.967 0.1 0.003 0.128
Si 16.248 16.302 1.388 0.17 0.146 0.658
Si 2.861 2.943 1.521 -0.411 -0.415 0.132
Si 15.868 5.246 1.665 0.01 -0.135 -0.077
Si 2.382 7.917 1.309 -0.346 -0.392 0.487
Si 0.183 10.819 1.193 -0.082 0.041 0.041
Si 2.955 13.68 1.176 -0.023 0.05 -0.057
Si 5.735 16.48 1.687 0.005 0.001 -0.062
Si 7.437 1.923 1.578 -0.047 -0.025 0.11
Si 5.071 5.117 1.544 0.067 0.017 0.674
Si 8.736 8.819 1.151 0.056 0.48 0.461
Si 5.505 11.078 1.192 0.069 -0.003 -0.071
Si 8.313 13.856 1.511 -0.345 -0.32 0.196
Si 12.464 17.41 32.629 -0.322 0.008 0.579
Si 18.571 7.616 33.169 -0.025 0.032 -0.01
Si 13.958 3.669 1.509 0.263 0.034 0.6
Si 13.686 8.112 1.65 0.311 0.35 0.261
Si 10.537 10.454 1.462 0.002 0.023 -0.041
Si 13.984 14.082 1.188 -0.161 -0.33 0.821
Si 14.914 1.608 2.558 -0.02 0.05 0.024
Si 1.282 4.128 2.815 0.003 0.019 0.008
Si 14.904 6.789 3.108 -0.036 -0.018 -0.026
Si 1.358 9.495 2.747 -0.024 -0.036 -0.044
Si 15.036 12.278 2.434 -0.024 0.034 -0.057
Si 1.452 14.946 2.599 -0.041 0.013 0.005
Si 4.061 1.362 2.829 0.012 0.011 -0.001
Si 6.681 3.876 2.747 0.011 0.003 -0.094
Si 3.928 6.772 2.716 0.062 0.052 -0.044
Si 6.873 9.583 2.483 -0.037 -0.005 0.007
Si 4.128 12.277 2.686 -0.012 -0.001 0.013
Si 6.887 14.967 3.016 0.071 0.043 -0.055
Si 9.402 1.265 2.718 0.035 0.072 -0.124
Si 12.122 4.357 2.904 0.414 -0.356 0.148
Si 9.854 6.486 2.801 -0.168 0.096 0.664
Si 12.208 9.495 2.811 -0.005 -0.043 0.003
Si 9.559 12.237 2.66 -0.002 0.05 0.041
Si 12.257 15.036 2.54 0.019 -0.005 -0.073
Si 13.579 16.453 3.911 0.02 -0.009 0.026
Si 16.293 2.708 4.125 0.027 -0.004 0.011
Si 13.514 5.483 4.407 0.01 -0.07 0.042
Si 16.349 8.218 4.208 -0.01 0.063 0.057
Si 13.648 10.969 3.948 0.031 0.021 -0.027
Si 16.375 13.571 3.929 -0.045 0.018 0.022
Si 2.697 16.276 4.084 -0.005 0.071 0.033
Si 5.375 2.688 4.25 -0.041 -0.025 0.021
Si 2.641 5.478 4.173 -0.003 -0.053 0.044
Si 5.463 8.183 3.874 0.034 -0.04 0.042
Si 2.764 10.882 4.028 0.022 -0.014 0.005
Si 5.436 13.559 4.155 -0.001 -0.047 0.011
Si 8.229 16.322 4.307 -0.027 0.021 0.024
Si 10.836 2.701 4.004 -0.011 0.012 0.022
Si 8.148 5.319 3.977 0.047 0.004 -0.054
Si 10.925 8.089 4.188 -0.003 0.004 -0.008
Si 8.129 10.909 4.014 0.004 -0.018 -0.015
Si 10.977 13.608 3.977 0.011 -0.007 0.008
Si 14.973 15.005 5.255 -0.009 -0.02 -0.035
Si 1.34 1.331 5.447 0.016 -0.008 0.015
Si 14.963 4.052 5.539 0.022 -0.01 -0.004
Si 1.355 6.839 5.552 -0.029 0.003 -0.003
Si 14.934 9.608 5.433 0.003 0.012 -0.002
Si 1.373 12.24 5.379 -0.018 0.008 -0.008
Si 4.077 14.957 5.463 0.005 -0.007 -0.007
Si 6.794 1.36 5.567 0.019 0.032 -0.005
Si 4.016 4.1 5.512 -0.009 0.025 0.006
Si 6.796 6.784 5.286 -0.012 0.018 -0.009
Si 4.145 9.513 5.354 0.012 -0.002 0.011
Si 6.822 12.214 5.467 -0.015 -0.015 0.021
Si 9.632 14.901 5.475 0.017 -0.033 -0.017
Si 12.227 1.37 5.386 0.011 0.036 -0.002
Si 9.494 4.04 5.425 -0.01 -0.012 0.027
Si 12.202 6.857 5.694 -0.052 0.008 0.027
Si 9.49 9.519 5.383 0.006 -0.027 0.007
Si 12.298 12.27 5.377 -0.007 -0.002 0.016
Si 16.29 16.287 6.76 -0.013 0.018 -0.008
Si 2.678 2.707 6.832 -0.017 -0.001 0.014
Si 16.309 5.454 6.868 -0.008 -0.014 0.012
Si 2.782 8.2 6.799 -0.001 0.02 0.002
Si 16.331 10.924 6.783 -0.01 -0.01 -0.001
Si 2.707 13.59 6.787 -0.003 -0.006 0.01
Si 5.426 16.296 6.853 0.005 0 0.027
Si 8.166 2.735 6.859 -0.012 0 0.012
Si 5.446 5.481 6.763 0.003 -0.027 -0.02
Si 8.128 8.138 6.729 -0.002 0.006 -0.012
Si 5.448 10.853 6.79 0.007 -0.003 0.016
Si 8.203 13.577 6.8 -0.018 0.002 0.018
Si 10.934 16.316 6.805 -0.007 -0.003 0.004
Si 13.565 2.695 6.823 0.002 -0.014 0.008
Si 10.808 5.404 6.861 0.024 -0.014 0.01
Si 13.623 8.254 6.882 0.016 0.022 -0.006
Si 10.894 10.889 6.725 0 0.005 -0.01
Si 13.644 13.657 6.713 0.022 -0.004 -0.017
Si 14.968 17.696 13.608 -0.008 0.004 0.002
Si 17.687 4.095 13.616 -0.001 -0.003 0.004
Si 14.964 6.831 13.557 -0.004 -0.008 -0.005
Si 17.701 9.552 13.612 -0.025 0.017 0.001
Si 14.97 12.272 13.597 -0.016 0.005 -0.003
Si 17.695 14.956 13.602 0.023 -0.01 -0.009
Si 4.088 17.701 13.583 -0.013 0.01 -0.01
Si 6.794 4.079 13.609 0.001 -0.005 -0.01
Si 4.074 6.797 13.641 0.029 -0.012 0.009
Si 6.76 9.515 13.604 -0.019 0.003 -0.01
Si 4.096 12.228 13.622 -0.009 -0.007 -0.015
Si 6.814 14.939 13.583 -0.004 0.017 -0.005
Si 9.503 17.661 13.59 0.007 0.009 -0.012
Si 12.211 4.075 13.582 0.014 0 -0.012
Si 9.492 6.771 13.598 0.006 -0.009 0.005
Si 12.226 9.53 13.582 0.01 -0.003 0.015
Si 9.52 12.228 13.579 0.011 -0.019 0.01
Si 12.262 14.985 13.605 -0.012 0.016 0.002
Si 13.612 16.354 14.982 0.019 -0.01 0.011
Si 16.327 2.733 14.971 0.03 -0.001 0.009
Si 13.558 5.491 14.883 -0.017 -0.022 -0.006
Si 16.347 8.166 14.932 -0.004 0.007 -0.002
Si 13.582 10.922 14.922 0.019 0.013 -0.005
Si 16.335 13.613 14.978 -0.017 0.007 0.018
Si 2.726 16.347 14.928 0.005 0.012 0.012
Si 5.456 2.712 14.97 0.007 0.002 -0.002
Si 2.726 5.434 15.012 -0.028 0.012 0.005
Si 5.419 8.165 15.007 0.007 0.009 -0.014
Si 2.724 10.905 15.017 0.05 -0.004 0.015
Si 5.491 13.566 14.966 0.004 -0.016 0.01
Si 8.163 16.29 14.963 0.001 0 -0.005
Si 10.853 2.702 14.946 -0.015 -0.001 0.015
Si 8.134 5.425 14.995 -0.011 -0.013 -0.004
Si 10.856 8.141 14.92 0.008 -0.008 0.008
Si 8.124 10.883 14.928 -0.007 0.023 0.002
Si 10.902 13.592 14.914 0.033 -0.001 -0.012
Si 15 15.004 16.336 0.018 0.053 -0.007
Si 17.676 17.656 16.338 -0.041 0.016 -0.009
Si 14.917 4.152 16.217 0.02 0.007 -0.002
Si 17.706 6.848 16.354 0.031 -0.006 0.027
Si 14.958 9.549 16.215 -0.037 -0.024 -0.043
Si 17.692 12.291 16.381 -0.016 0.007 0.033
Si 4.151 15.012 16.224 0.02 0.018 -0.041
Si 6.849 17.693 16.328 -0.008 -0.001 0.001
Si 4.086 4.03 16.358 0.019 -0.009 0.007
Si 6.773 6.793 16.361 0.009 -0.01 -0.002
Si 4.064 9.519 16.396 -0.032 0.005 -0.016
Si 6.824 12.197 16.389 0 -0.026 0.03
Si 9.517 14.875 16.285 -0.016 -0.009 0.002
Si 12.186 17.662 16.328 0.018 0.014 0.069
Si 9.512 4.052 16.337 0.009 -0.016 -0.015
Si 12.205 6.799 16.301 0.011 -0.009 -0.015
Si 9.454 9.484 16.233 0.002 -0.033 0.001
Si 12.256 12.289 16.318 -0.02 -0.011 0.042
Si 16.305 16.366 17.777 -0.058 -0.082 -0.016
Si 2.765 2.603 17.71 0.047 -0.02 0.062
Si 16.262 5.489 17.595 0.021 -0.032 -0.006
Si 2.728 8.18 17.822 0.026 -0.015 -0.032
Si 16.286 10.835 17.642 0.057 -0.018 0
Si 2.783 13.783 17.616 -0.012 0.06 0.051
Si 5.528 16.283 17.64 0.014 0.021 -0.03
Si 8.228 2.663 17.747 0.007 0.01 -0.021
Si 5.414 5.416 17.717 0.002 0.019 0.02
Si 8.157 8.158 17.695 -0.001 0.031 -0.006
Si 5.448 10.835 17.766 -0.004 -0.028 0.004
Si 8.254 13.511 17.744 0.002 -0.011 -0.008
Si 10.874 16.165 17.66 0.007 0.012 -0.038
Si 13.525 2.847 17.561 -0.001 0.037 -0.023
Si 10.836 5.442 17.688 -0.004 -0.019 0
Si 13.576 8.234 17.556 0.007 -0.01 0.002
Si 10.799 10.871 17.514 0.004 0.015 -0.033
Si 13.67 13.652 17.695 0.027 0.056 -0.019
Si 14.773 17.788 18.925 0.017 -0.012 0.016
Si 17.583 4.012 18.846 -0.009 -0.021 0.006
Si 14.929 6.943 18.925 0.038 -0.019 0.036
Si 17.6 9.55 19.136 0.033 -0.019 -0.013
Si 15.024 12.25 19.013 -0.039 0.008 0.023
Si 17.808 15.106 19.154 -0.032 0.087 0.043
Si 4.192 17.525 19.086 -0.064 0.015 0.054
Si 6.878 4.106 19.03 0.042 0.042 -0.03
Si 4.04 6.717 19.175 0.002 0.037 -0.036
Si 6.785 9.401 19.156 -0.067 -0.035 0.014
Si 4.112 12.389 18.926 0.033 0.006 -0.052
Si 6.946 14.984 19.007 0.01 0.007 0.007
Si 9.597 17.516 19.068 0.019 0.001 0.059
Si 12.197 4.119 19.062 0.028 -0.037 0.017
Si 9.562 6.853 19.074 -0.058 -0.038 -0.023
Si 12.202 9.634 18.845 0.03 0.049 0.007
Si 9.576 12.062 19.112 0.035 -0.018 0.033
Si 12.235 14.877 19.126 -0.008 -0.013 0.038
Si 13.115 16.782 20.266 -0.096 0.091 -0.022
Si 16.027 2.949 20.216 -0.035 -0.002 -0.055
Si 13.461 5.738 20.281 0.004 0.029 0.038
Si 8.269 18.496 27.84 0.027 -0.165 -0.011
Si 13.288 11.188 20.226 -0.091 0.009 0.022
Si 16.923 13.173 20.148 -0.028 0 0.061
Si 19.276 16.287 20.744 0.111 -0.09 0.048
Si 5.537 2.694 20.285 0.006 -0.089 -0.001
Si 3.76 3.806 21.341 -0.413 -0.401 -0.296
Si 5.722 7.734 20.544 -0.149 0.111 -0.604
Si 18.595 11.465 20.094 -0.037 -0.037 -0.017
Si 5.446 16.425 24.049 -0.063 0.077 -0.096
Si 12.391 16.017 23.872 0.054 -0.019 0.141
Si 11.22 18.668 20.324 0.031 -0.046 0.016
Si 8.096 5.599 20.427 0.056 -0.098 -0.477
Si 10.928 8.324 20.316 -0.019 0.085 0.15
Si 8.175 10.705 20.543 -0.009 0.01 0.127
Si 11.418 12.922 20.358 0.286 -0.127 -0.54
Si 16.111 13.505 22.272 0.324 -0.087 -0.588
Si 11.158 15.739 30.314 0.034 0.093 0.077
Si 18.914 18.227 22.288 -0.012 0.048 -0.032
Si 16.083 8.312 20.525 0.017 0.026 0.015
Si 16.882 6.281 21.578 -0.169 0.006 -0.497
Si 5.609 13.652 20.31 -0.062 -0.058 0.027
Si 19.736 18.564 24.488 -0.245 -0.161 -0.67
Si 7.063 17.856 21.712 -0.103 -0.191 -0.703
Si 18.734 5.39 20.286 0.032 0.086 -0.055
Si 3.984 8.853 23.028 0.119 0.148 -0.205
Si 15.111 4.704 21.443 -0.026 -0.037 0.018
Si 7.057 11.634 24.716 -0.053 -0.075 -0.106
Si 8.253 16.172 20.555 -0.195 0.389 -0.258
Si 14.536 16.001 21.975 -0.33 0.162 -0.536
Si 6.138 4.339 27.712 -0.071 -0.01 -0.047
Si 9.531 9.314 21.919 -0.134 0.106 -0.75
Si 9.272 13.563 25.572 -0.022 -0.044 -0.211
Si 14.707 11.037 23.518 -0.228 -0.485 -0.324
Si 14.235 9.487 21.698 -0.092 0.02 -0.066
Si 18.956 13.166 26.93 0.023 0.074 0.002
Si 6.122 11.85 29.806 -0.013 -0.068 0.01
Si 6.552 11.98 21.644 0.413 0.213 -0.597
Si 9.693 3.311 21.965 0.353 -0.171 -0.544
Si 4.799 14.409 30.895 0.12 -0.078 0.01
Si 18.386 5.681 28.481 0.068 -0.019 0.001
Si 16.61 18.153 22.16 0.438 0.363 -0.372
Si 15.665 15.569 27.272 -0.002 0.066 -0.081
Si 6.038 9.95 32.033 -0.185 -0.594 0.021
Si 16.932 7.583 26.629 -0.101 -0.126 -0.083
Si 15.531 17.424 29.439 -0.027 0.027 -0.02
Si 6.616 6.636 25.519 -0.053 0.58 0.14
Si 10.851 9.801 24.508 -0.026 -0.064 -0.086
Si 14.699 3.675 23.5 -0.028 0.249 -0.569
Si 11.739 18.993 24.274 0.068 -0.18 -0.082
Si 16.476 14.494 33.995 0.099 0.129 0.579
Si 8.682 17.577 30.654 0.091 -0.032 0.058
Si 10.307 19.482 32.528 0.076 -0.145 0.743
Si 14.937 11.435 30.647 -0.097 -0.034 0.032
Si 19.151 13.481 33.041 0.379 0.029 0.592
Si 16.498 12.728 28.36 -0.012 -0.113 -0.004
Si 13.052 16.645 28.12 0.086 -0.029 0.019
Si 16.659 14.199 25.04 -0.033 0.026 -0.132
Si 5.033 11.398 26.868 0.123 -0.087 -0.023
Si 20.671 18.843 31.334 0.002 0.097 0.071
Si 13.115 12.384 32.923 0.022 -0.01 0.135
Si 13.174 4.855 28.255 0.114 -0.014 -0.029
Si 18.392 6.827 24.034 -0.101 -0.013 -0.088
Si 3.559 11.525 21.984 -0.337 0.297 -0.453
Si 9.346 7.498 24.302 0.016 -0.048 -0.155
Si 12.745 7.445 29.85 0.062 0.07 0.059
Si 16.107 3.846 28.839 -0.002 0.093 -0.149
Si 10.302 13.395 31.84 -0.185 -0.049 0.138
Si 5.925 8.956 25.467 0.328 -0.407 0.124
Si 13.065 10.216 28.403 0.049 0.012 0.014
Si 9.62 6.016 32.774 0.004 0.025 0.011
Si 12.7 7.546 21.598 0.112 -0.031 0.044
Si 18.161 19.576 26.973 -0.067 0.001 -0.104
Si 15.478 10.329 26.518 0.008 0.004 -0.103
Si 7.238 15.742 26.537 -0.027 0.129 0.035
Si 12.244 7.327 23.855 -0.055 -0.047 -0.531
Si 11.363 18.987 27.222 -0.013 0.03 -0.07
Si 4.737 5.373 30.233 -0.105 -0.042 0.021
Si 4.638 15.37 27.952 0.007 -0.09 0.047
Si 13.583 13.305 24.994 -0.019 0.111 -0.245
Si 11.579 11.999 26.637 -0.039 -0.036 0.11
Si 12.361 6.844 34.097 -0.005 -0.293 0.544
Si 8.646 10.83 30.865 -0.018 0.054 -0.026
Si 16.219 9.262 32.479 -0.009 0.08 -0.008
Si 20.457 18.379 28.267 0.036 0.101 0.072
Si 4.49 4.984 23.981 0.075 0.042 0.014
Si 4.154 14.508 21.909 -0.097 0.224 -0.755
Si 10.169 14.516 22.595 -0.136 -0.026 0.004
Si 14.946 1.33 8.151 -0.007 -0.01 0
Si 1.347 4.08 8.202 -0.002 -0.019 0.006
Si 14.961 6.837 8.204 0.005 -0.004 0.011
Si 1.376 9.548 8.138 0.006 -0.006 -0.011
Si 14.972 12.295 8.125 0.005 0.012 -0.001
Si 1.346 14.953 8.143 -0.007 0.013 -0.005
Si 4.061 1.357 8.183 -0.007 0.006 0.01
Si 6.785 4.115 8.161 0.02 0.018 0.001
Si 4.105 6.82 8.161 -0.004 0.006 -0.009
Si 6.799 9.49 8.138 -0.002 -0.012 0.013
Si 4.078 12.226 8.14 0.016 -0.003 -0.009
Si 6.823 14.935 8.162 -0.007 -0.012 0.012
Si 9.54 1.345 8.163 0.004 -0.003 -0.004
Si 12.216 4.065 8.186 0.001 0.015 0.004
Si 9.456 6.801 8.162 0.007 -0.011 0.017
Si 12.22 9.583 8.181 -0.007 -0.009 0.019
Si 9.549 12.215 8.146 0 0.004 0.004
Si 12.293 14.962 8.147 0.018 0.01 -0.001
Si 13.613 16.313 9.537 0.013 -0.006 0.012
Si 16.299 2.703 9.524 -0.009 0.019 0
Si 13.583 5.452 9.524 -0.006 -0.001 0.006
Si 16.351 8.187 9.529 0.011 -0.005 -0.006
Si 13.607 10.942 9.507 -0.01 0.015 -0.002
Si 16.327 13.611 9.525 -0.001 0.001 0.008
Si 2.701 16.312 9.526 -0.001 0.003 -0.005
Si 5.431 2.733 9.516 -0.011 -0.002 0.002
Si 2.733 5.457 9.52 0.025 -0.004 -0.004
Si 5.447 8.164 9.534 0.009 -0.006 0.008
Si 2.72 10.889 9.521 -0.019 -0.001 0.001
Si 5.446 13.581 9.508 0.005 -0.005 -0.002
Si 8.17 16.312 9.517 -0.001 0 0.011
Si 10.875 2.702 9.543 0.016 -0.003 0
Si 8.124 5.453 9.548 -0.022 0.018 0.003
Si 10.856 8.167 9.497 -0.01 -0.001 0
Si 8.166 10.857 9.495 0.01 -0.021 -0.006
Si 10.906 13.598 9.491 0.001 0.001 0
Si 14.977 14.969 10.889 -0.006 0.005 0.011
Si 17.673 17.681 10.892 0.001 -0.008 -0.001
Si 14.95 4.084 10.877 0 -0.013 -0.007
Si 17.698 6.816 10.893 -0.01 0.01 0.001
Si 14.97 9.562 10.858 -0.002 0.003 -0.007
Si 17.69 12.25 10.884 0.008 0.002 -0.001
Si 4.082 14.948 10.87 -0.002 -0.002 -0.013
Si 6.795 17.677 10.868 0.011 0.018 -0.004
Si 4.083 4.097 10.884 -0.004 0.008 -0.008
Si 6.779 6.806 10.911 0.002 -0.006 0.013
Si 4.074 9.52 10.877 0.009 -0.001 -0.008
Si 6.805 12.221 10.865 -0.015 -0.006 0.001
Si 9.543 14.952 10.86 -0.006 0.006 0.002
Si 12.248 17.674 10.891 -0.007 0.001 0.003
Si 9.498 4.07 10.873 0.007 0.002 -0.008
Si 12.217 6.813 10.872 -0.005 -0.014 0.017
Si 9.503 9.506 10.878 -0.004 -0.007 0.005
Si 12.247 12.266 10.89 0.015 0.004 0.006
Si 16.326 16.322 12.259 -0.006 0.003 0.013
Si 2.719 2.741 12.235 0.028 0.027 -0.005
Si 16.325 5.442 12.231 -0.002 -0.009 -0.007
Si 2.733 8.17 12.266 0.013 -0.009 0.006
Si 16.328 10.9 12.247 0 0.003 -0.004
Si 2.738 13.594 12.252 -0.001 -0.005 0.001
Si 5.439 16.311 12.234 -0.022 -0.004 -0.004
Si 8.144 2.713 12.242 -0.016 -0.01 -0.001
Si 5.427 5.446 12.268 0.004 0.005 -0.004
Si 8.142 8.159 12.259 -0.012 -0.006 0.01
Si 5.429 10.875 12.231 0.001 -0.018 0.001
Si 8.175 13.592 12.212 0.023 0.005 -0.009
Si 10.886 16.315 12.239 0.019 0.012 -0.006
Si 13.6 2.726 12.244 0.002 0.007 -0.004
Si 10.854 5.433 12.222 -0.021 -0.012 0.001
Si 13.598 8.194 12.205 0.015 0.009 -0.001
Si 10.872 10.876 12.214 -0.005 -0.007 -0.018
Si 13.612 13.626 12.243 0.004 0.011 0.001
O 15.128 15.223 0.837 0.032 0.14 -0.26
O 0.826 0.625 0.162 -0.153 -0.259 -0.176
O 10.796 6.522 33.77 -0.042 0.276 0.135
O 17.671 8.581 32.225 0.22 0.032 -0.573
O 7.612 16.629 31.394 0.152 -0.519 -0.013
O 9.827 18.777 27.611 -0.138 -0.035 -0.109
O 3.962 4.051 0.938 0.028 -0.199 -0.2
O 13.483 13.165 34.289 -0.063 0.148 -0.341
O 3.231 8.771 0.181 0.356 -0.196 -0.336
O 16.197 4.963 34.687 0.202 0.34 0.099
O 9.392 14.944 0.828 -0.043 0.011 -0.338
O 18.375 12.031 32.933 0.151 -0.328 -0.56
O 18.066 6.088 33.099 0.409 -0.192 -0.209
O 16.388 10.301 33.7 -0.179 -0.285 0.236
O 12.783 7.061 0.731 -0.187 -0.489 0.119
O 18.54 18.053 34.449 0.092 -0.474 -0.146
O 9.239 7.295 1.514 -0.121 -0.169 -0.404
O 13.312 3.675 0.005 -0.134 -0.019 -0.106
O 10.974 5.393 2.283 -0.166 -0.136 -0.58
O 13.164 3.133 23.656 -0.175 0.06 -0.156
O 14.722 14.371 22.04 -0.367 -0.313 -0.117
O 16.045 16.617 21.939 0.169 -0.346 0.101
O 10.542 3.277 23.354 -0.246 0.21 0.137
O 5.038 8.429 21.867 0.166 0.395 0.178
O 12.769 8.696 28.84 0.002 -0.039 -0.443
O 6.273 5.684 26.8 0.08 0.019 0.437
O 8.349 18.741 22.22 -0.208 0.079 0.3
O 8.992 15.166 21.674 0.013 -0.305 0.178
O 9.053 4.792 21.543 0.36 0.231 0.058
O 6.908 6.642 20.981 -0.007 -0.109 0.478
O 11.719 17.366 24.473 -0.245 -0.259 0.295
O 6.988 9.995 24.733 0.612 -0.224 -0.21
O 5.858 12.144 25.684 -0.067 0.706 0.038
O 5.595 10.732 33.384 -0.349 0.171 0.052
O 17.119 6.258 23.22 -0.172 -0.348 0.403
O 9.497 14.324 32.906 -0.173 0.384 -0.503
O 9.22 7.263 31.804 -0.431 -0.025 -0.279
O 13.766 10.989 29.628 -0.253 0.144 0.082
O 16.785 17.458 32.71 -0.082 -0.001 0.261
O 8.298 5.544 33.592 0.19 -0.385 -0.162
O 4.949 19.555 27.477 -0.187 -0.14 -0.233
O 12.497 6.071 29.061 -0.53 -0.211 0.162
O 16.047 12.285 29.84 0.279 0.09 0.348
O 8.43 12.202 25.333 0.45 -0.425 0.316
O 5.542 18.152 32.208 0.309 0.449 0.138
O 16.47 15.597 25.858 0.154 0.406 -0.127
O 12.69 14.641 24.7 -0.221 0.035 0.374
O 19.705 5.819 29.417 -0.305 0.344 0.07
O 18.718 4.781 27.159 0.524 0.19 -0.388
O 4.828 15.179 23.23 0.022 -0.282 0.555
O 16.953 14.282 23.451 0.392 0.217 -0.035
O 8.188 6.635 25.028 0.122 -0.349 0.015
O 8.908 8.047 22.808 -0.195 -0.211 0.02
O 6.221 17.412 23.033 -0.011 0.337 -0.033
O 17.422 19.938 32.836 -0.057 0.057 -0.456
O 12.072 17.543 27.238 -0.343 -0.318 -0.165
O 4.49 3.482 24.587 0.54 0.008 0.141
O 16.295 16.741 28.189 0.391 0.033 0.024
O 16.203 12.879 34.038 -0.535 -0.304 -0.302
O 9.711 14.123 24.101 -0.004 0.033 0.167
O 9.707 8.839 25.164 -0.426 0.395 0.667
O 4.265 17.22 24.827 0.093 -0.1 0.449
O 19.814 13.767 31.599 -0.09 -0.365 -0.489
O 14.061 15.834 27.139 -0.104 -0.329 -0.17
O 5.751 5.916 24.344 0.083 0.068 -0.437
O 12.585 8.44 34.011 0.453 0.274 0.226
O 18.017 14.626 33.432 0.105 0.59 -0.166
O 4.402 16.931 27.624 -0.073 0.022 -0.485
O 10.764 6.672 24.186 -0.15 -0.471 0.246
O 7.953 18.281 29.407 -0.487 0.265 0.222
O 20.747 4.155 31.282 -0.207 0.197 0.403
O 19.573 10.314 23.018 -0.356 -0.196 0.237
O 15.808 14.137 27.995 -0.199 0.031 0.237
O 13.333 6.175 32.987 -0.08 -0.326 -0.332
O 5.353 6.653 31.004 0.433 -0.013 -0.456
O 11.773 13.076 32.391 0.268 0.267 -0.265
O 7.775 17.195 27.014 -0.103 -0.06 -0.309
O 14.118 7.231 30.688 0.31 0.214 -0.206
O 9.16 18.664 31.737 -0.435 0.174 0.178
O 7.659 10.166 31.973 0.215 -0.379 0.395
O 10.336 10.244 23.021 -0.001 0.518 -0.145
O 4.537 4.825 22.387 0.226 0.509 -0.097
O 15.654 10.094 31.218 0.012 -0.206 -0.265
O 10.511 14.276 30.505 -0.261 -0.128 -0.537
O 19.09 7.799 22.953 -0.26 0.071 -0.435
O 5.131 11.164 21.684 -0.128 -0.734 -0.072
O 19.423 5.666 24.45 -0.107 -0.243 0.568
O 5.895 4.88 29.215 0.334 -0.108 0.426
O 9.945 16.774 30.055 -0.083 0.145 -0.595
O 15.359 10.48 24.908 0.229 -0.33 0.03
O 5.415 10.7 30.718 -0.419 -0.326 -0.132
O 4.68 8.724 24.463 -0.344 -0.324 0.303
O 5.907 13.272 30.556 0.432 0.244 0.004
O 13.488 12.099 23.878 -0.334 0.004 -0.433
O 16.145 18.866 29.809 0.418 0.075 0.413
O 18.105 12.943 28.294 0.209 -0.108 0.52
O 15.822 11.981 22.778 0.241 -0.356 -0.074
O 7.501 3.532 27.432 0.059 0.271 -0.469
O 11.744 11.078 27.968 -0.576 0.009 0.126
O 15.772 18.764 23.44 0.15 -0.242 0.46
O 6.932 12.242 23.22 0.267 0.483 0.108
O 11.524 7.747 30.849 0.059 -0.2 0.135
O 18.879 18.699 28.134 -0.197 -0.41 0.271
O 12.107 3.646 28.269 -0.011 -0.11 0.708
O 11.973 16.213 31.637 0.044 -0.306 0.165
O 13.521 6.676 24.593 0.246 -0.094 -0.246
O 10.206 4.709 32.015 0.247 0.08 -0.332
O 14.614 4.447 28.871 -0.04 0.13 0.435
O 6.224 7.179 33.465 0.062 0.346 0.112
O 10.458 13.165 26.611 -0.056 0.336 0.479
O 12.158 15.674 29.049 -0.039 -0.602 0.014
O 16.569 19.67 27.338 -0.413 -0.103 -0.413
O 13.424 5.318 26.742 -0.528 -0.075 -0.353
O 13.966 17.611 29.049 -0.364 0.35 0.427
O 19.808 11.815 26.656 -0.44 -0.269 -0.304
O 18.533 18.918 25.544 -0.495 0.019 -0.28
O 19.249 18.345 31.928 -0.103 -0.182 -0.177
O 15.227 8.053 32.888 -0.135 0.013 0.501
O 12.19 8.887 24.362 0.582 0.337 0.287
O 5.365 15.496 31.944 -0.422 -0.205 0.154
O 15.169 13.553 25.182 -0.101 -0.392 0.043
O 8.466 14.727 26.335 0.198 0.036 0.3
O 11.774 18.831 32.146 0.245 0.339 -0.532
O 17.914 7.596 25.352 0.068 0.481 -0.039
O 7.707 11.479 29.706 0.393 0.032 -0.694
O 10.59 9.419 32.631 -0.446 0.279 0.071
O 12.795 10.832 33.202 0.262 -0.323 0.033
O 6.199 15.091 27.601 0.266 -0.199 0.281
O 20.087 7.754 32.694 -0.125 0.313 0.26
O 11.367 15.609 22.683 0.021 0.186 -0.618
O 19.963 14.431 27.079 -0.071 0.33 -0.307
O 14.297 12.365 31.812 0.233 0.319 0.017
O 15.056 4.568 24.805 0.654 -0.14 0.425
O 10.796 13.217 21.861 0.188 -0.479 0.442
O 9.538 12.017 31.497 0.063 0.148 0.235
O 16.43 9.082 26.891 0.052 0.067 0.539
O 9.537 9.561 30.331 0.034 -0.007 -0.583
O 16.088 11.62 27.258 0.121 0.044 -0.152
O 15.445 15.237 32.989 -0.374 -0.232 -0.292
O 17.771 7.08 27.932 -0.058 0.451 0.525
O 13.01 12.708 26.381 0.445 0.027 0.478
O 13.845 16.477 23.358 0.309 0.193 0.273
O 20.68 15.104 29.515 -0.229 0.167 -0.035
O 11.174 11.063 25.395 0.019 0.228 -0.111
O 15.699 5.557 32.134 -0.102 -0.193 -0.628
O 15.615 16.403 30.672 0.131 -0.441 -0.315
O 15.648 6.64 26.306 -0.046 -0.325 0.004
O 5.324 9.796 26.745 0.015 -0.205 0.375
O 14.096 17.49 32.548 0.283 0.509 0.084
O 17.893 13.401 25.72 0.108 -0.167 -0.331
O 14 10.073 27.1 -0.347 -0.246 -0.415
O 6.496 15.877 25.118 0.128 -0.17 -0.217
O 3.455 13.1 22.474 -0.602 0.187 0.449
O 17.211 4.928 29.331 -0.157 0.234 0.602
O 4.538 18.319 29.821 0.196 -0.419 0.084
O 5.489 11.905 28.332 -0.026 0.134 -0.031
O 11.498 3.288 25.741 -0.15 0.627 0.105
O 5.807 5.922 0.322 0.198 0.424 0.06

Results
total energy: -107784.850 eV
total energy less fixed offsets of O -438.35, Si -107.03 eV per atom: 5.250 eV
